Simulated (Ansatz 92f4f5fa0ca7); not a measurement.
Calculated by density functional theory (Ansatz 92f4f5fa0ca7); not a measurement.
Periodic cell of 215 atoms, Si133O82, from a study of silicon, its oxide and their interface. The atomic structure is a simulated model.
Doubt: the cutoff is far below the 930 eV that the study's wrapper takes by default for these files, so forces and energies are approximate.
This geometry differs little from another in the collection (a relaxation step or a small displacement).

Settings: functional PBE; potential files Ansatz PAW; basis plane waves; wave-function cutoff 580 eV; density cutoff ratio 5; exchange-correlation grid ratio 1; k mesh 1 x 1 x 1, Gamma-centred; self-consistency stop 5e-08 eV per atom in the density residual; occupations fixed; spin none; net charge 0.

Cell vectors (angstrom)
a 10.938 0 0
b 0 10.938 0
c 0 0 31.8078

Atoms and the computed forces on them: element, x, y, z (angstrom), force x, y, z (eV/angstrom)
Si 0.3475 -0.3633 24.1209 0.0022 0.0089 -0.0058
Si 4.997 0.5863 24.4319 -0.005 -0.0003 -0.0017
Si 3.202 2.3721 24.4176 0.0045 0.0031 -0.0017
Si 7.7265 3.3271 24.5323 0.0092 0.0097 -0.0109
Si -0.4135 6.1283 24.2711 -0.0044 -0.0119 -0.019
Si 5.816 4.7901 24.3958 -0.0117 -0.0044 -0.0016
Si 2.2243 8.9455 24.4871 0.0002 -0.0054 -0.0236
Si 8.5841 7.7183 24.5904 0.0324 0.037 0.0015
Si 1.3241 1.3724 25.4883 -0.0045 -0.0054 0.004
Si 6.8193 1.4596 25.6698 -0.0059 -0.0085 0.0146
Si 4.0943 4.04 25.7993 0.0036 0.0002 0.0039
Si 9.6003 4.278 25.5841 0.0013 -0.0033 0.0072
Si 1.3456 7.0004 25.5946 0.004 0.004 0.0067
Si 6.7647 6.6894 25.6645 -0.0187 -0.0139 -0.0017
Si 4.0535 9.7577 25.7261 0.0153 0.0004 0.0057
Si 9.6155 9.5893 25.592 -0.0111 -0.0155 0.0032
Si 2.649 0.1026 27.0668 -0.0081 0.0008 -0.0037
Si 8.2023 0.0106 26.9595 0.0023 -0.0006 -0.004
Si -0.0151 2.7746 26.9142 0.0007 0.0003 0.0008
Si 5.4828 2.728 27.1303 0.0006 0.0022 -0.0124
Si 2.69 5.5299 26.9763 -0.0035 -0.0045 0
Si 8.1887 5.462 27.078 0.0151 0.0081 -0.004
Si -0.0119 8.2532 27.0555 -0.0016 0.0079 -0.0052
Si 5.4393 8.2208 26.963 -0.0025 0.0085 -0.0032
Si 4.1018 1.3673 28.3896 -0.2777 0.1118 0.6561
Si 9.5708 1.3673 28.3896 0.0271 0.1874 -0.6239
Si 1.3673 4.1018 28.3896 -0.0923 0.0666 -0.5455
Si 6.8362 4.1018 28.3896 0.2632 -0.1191 0.7636
Si 4.1018 6.8362 28.3896 -0.1313 0.2027 -0.3528
Si 9.5708 6.8362 28.3896 -0.1435 0.2649 0.2096
Si 1.3673 9.5708 28.3896 -0.017 0.2288 0.3895
Si 6.8362 9.5708 28.3896 0.0624 -0.075 -0.5039
Si 0 0 29.7568 0.089 -0.0586 0.0139
Si 5.469 0 29.7568 -0.1439 -0.0741 0.0024
Si 2.7345 2.7345 29.7568 0.1812 0.0063 0.0332
Si 8.2035 2.7345 29.7568 -0.048 0.0616 0.0498
Si 0 5.469 29.7568 -0.0346 -0.0507 -0.0132
Si 5.469 5.469 29.7568 0.1094 -0.0144 -0.018
Si 2.7345 8.2035 29.7568 0.0646 0.0553 0.0089
Si 8.2035 8.2035 29.7568 0.0782 -0.0286 0.0213
Si 1.3673 1.3673 31.1241 -0.0438 0.0779 -0.0019
Si 6.8362 1.3673 31.1241 0.0484 -0.0005 -0.0297
Si 4.1018 4.1018 31.1241 -0.0929 0.0352 0.0068
Si 9.5708 4.1018 31.1241 -0.0081 -0.027 -0.0178
Si 1.3673 6.8362 31.1241 0.0057 -0.0015 -0.0412
Si 6.8362 6.8362 31.1241 -0.072 0.0329 0.0051
Si 4.1018 9.5708 31.1241 0.0287 -0.0463 -0.0145
Si 9.5708 9.5708 31.1241 -0.0835 0.0644 0.0052
Si 2.7345 0 0.6835 0.0962 -0.0559 -0.0221
Si 8.2035 0 0.6835 -0.0059 -0.0297 0.0362
Si 0 2.7345 0.6835 0.008 0.0451 0.0177
Si 5.469 2.7345 0.6835 0.0591 -0.0532 0.0115
Si 2.7345 5.469 0.6835 0.0016 0.0532 0.0391
Si 8.2035 5.469 0.6835 0.0583 -0.0893 -0.0171
Si 0 8.2035 0.6835 0.0377 -0.0396 0.0071
Si 5.469 8.2035 0.6835 -0.0272 0.0168 0.0252
Si 4.1018 1.3673 2.0507 -0.1637 0.0468 -0.0245
Si 9.5708 1.3673 2.0507 -0.03 0.0192 -0.0146
Si 1.3673 4.1018 2.0507 -0.0011 -0.1045 -0.0214
Si 6.8362 4.1018 2.0507 -0.0318 0.1416 -0.0231
Si 4.1018 6.8362 2.0507 0.0383 -0.0396 -0.0239
Si 9.5708 6.8362 2.0507 -0.09 -0.0023 -0.0009
Si 1.3673 9.5708 2.0507 0.014 0.0795 -0.0045
Si 6.8362 9.5708 2.0507 -0.0552 -0.0469 -0.0027
Si 0 0 3.418 0.035 -0.0879 -0.095
Si 5.469 0 3.418 0.1937 -0.2704 0.5338
Si 2.7345 2.7345 3.418 -0.1913 -0.3484 -0.8997
Si 8.2035 2.7345 3.418 0.1599 -0.2802 0.458
Si 0 5.469 3.418 -0.1729 -0.094 0.439
Si 5.469 5.469 3.418 0.252 0.2012 -0.961
Si 2.7345 8.2035 3.418 0.0794 0.133 0.4294
Si 8.2035 8.2035 3.418 0.015 -0.1266 -0.0044
Si 1.4012 1.3533 4.7536 -0.0014 -0.006 0.0117
Si 6.9144 1.2797 4.8506 -0.0013 0.0022 0.0044
Si 4.154 4.0483 4.6115 0.0011 -0.0028 0.0114
Si 9.5811 4.0563 4.8595 0.0002 -0.0023 0.0033
Si 1.3568 6.8439 4.8092 0.0004 -0.0002 0.0042
Si 6.8318 6.7902 4.7615 0.0068 0.0031 0.0091
Si 4.136 9.5403 4.8733 0.0025 -0.0005 0.0035
Si 9.6008 9.5346 4.7884 -0.0035 -0.0012 0.03
Si 2.7284 0.0084 6.1962 -0.0056 -0.002 -0.0049
Si 8.3071 -0.1083 6.3113 0.0004 -0.0014 -0.0176
Si 0.0774 2.6726 6.212 -0.0008 0.0085 -0.0105
Si 5.421 2.6864 6.0021 -0.0032 -0.0012 -0.007
Si 2.8184 5.3865 5.9274 -0.0027 0.0012 -0.0177
Si 8.0825 5.354 6.1845 0.0038 0.005 -0.0023
Si -0.0355 8.1587 6.2448 -0.0003 0.005 -0.0077
Si 5.5162 8.098 6.248 -0.0114 -0.0016 -0.0104
Si 3.644 1.8966 7.3222 0.0123 0.0051 0.0015
Si 10.2088 0.834 7.4783 0.0005 -0.001 0.013
Si 1.953 3.6702 7.2608 -0.0044 -0.0051 0.0068
Si 6.2197 4.3754 7.4044 -0.0022 -0.0082 -0.0002
Si 4.5553 6.1786 7.2879 0.0075 0.0057 0.0073
Si 9.0544 7.1098 7.3802 -0.003 -0.0069 -0.0015
Si 0.9947 9.9521 7.4473 0.0063 -0.0004 -0.0008
Si 7.3778 8.9202 7.4707 0.0052 -0.0001 0.0141
O 6.2015 3.6786 8.956 0.003 0.0029 -0.0011
O 7.001 9.1068 9.1046 0.0004 0.0005 -0.0101
O 9.3164 6.3892 8.8689 -0.0003 0.0018 -0.0012
O 1.6561 9.4815 8.9169 -0.001 0.0005 -0.006
O 4.2263 1.8131 8.8976 -0.0032 -0.0033 -0.0015
O 1.8444 4.3805 8.7786 -0.0028 -0.0003 -0.0012
O 10.0172 1.371 9.0708 -0.0005 0.0006 -0.0127
O 3.8775 6.2732 8.8125 -0.0009 0.0029 -0.0011
O 7.6957 8.3471 23.3325 -0.0054 -0.0107 -0.0021
O 8.1252 3.1347 22.9494 -0.0011 0.0019 0.012
O 5.2728 4.5643 22.7936 0.0073 0.0056 0.0045
O 2.9495 3.2066 22.96 -0.003 -0.0031 0.0063
O 10.8721 10.9802 22.5107 0.0005 -0.0037 0.0064
O 0.2008 5.9247 22.7095 -0.0012 0.0031 0.0145
O 2.9466 8.8056 23.014 0.0037 -0.0206 -0.0071
O 5.5557 0.0906 22.9295 0.0004 -0.0045 0.0072
Si 9.1202 6.3223 10.4805 0.0009 0.0025 0.0055
Si 1.5638 9.6477 10.541 0.0004 -0.0029 0.0062
Si 3.0168 10.7907 17.0176 0.0013 -0.0024 0.0011
Si -0.7876 7.6937 16.405 -0.0013 -0.0011 -0.0046
Si -1.2539 10.4333 15.2289 0.0017 0.0017 0.0017
Si 4.2113 3.6117 21.9625 -0.0015 0.0013 -0.0062
Si 8.1616 11.1008 12.5768 -0.0003 -0.0008 0.0002
Si 11.9334 1.5976 18.6033 -0.0011 0 0.0003
Si 5.0021 2.9279 9.8284 -0.0008 -0.0011 0.007
Si 2.9773 5.1887 9.6568 -0.0041 0.0025 0.0091
Si 3.989 0.9665 14.463 -0.0026 0.0003 0.001
Si 10.0811 13.3131 16.3327 -0.0027 0.0002 -0.0003
Si 7.9847 5.5606 20.2966 -0.0024 -0.0019 -0.0017
Si 12.8363 2.8618 14.8893 -0.0001 0.0004 0.0005
Si 3.6634 7.8619 21.9212 -0.0099 0.031 0.0045
Si 1.4115 9.147 15.0486 -0.0023 0.0013 0.0016
Si 6.7615 7.7626 18.4475 -0.0308 0.0032 0.0064
Si 8.4813 -1.6762 20.1082 -0.005 0.0052 0.0052
Si 7.5095 5.112 12.5701 -0.0028 -0.0006 0.0033
Si 5.0409 -4.1156 13.2785 -0.0025 0.0004 -0.0024
Si -0.5331 7.1349 19.5554 -0.002 0.0011 -0.0007
Si 1.0056 6.7407 11.5696 0.0015 -0.0002 -0.0015
Si 2.4603 15.0791 19.6109 0.001 -0.0023 -0.0016
Si 3.1291 4.9155 16.7001 0.0004 -0.0013 -0.0008
Si 2.3926 5.5279 13.894 -0.0003 -0.0019 0.0002
Si 10.083 0.3782 10.369 -0.0002 -0.0027 0.0083
Si 6.8739 7.7347 22.08 -0.0007 0.0089 -0.0056
Si 8.1986 13.6122 21.4085 -0.0038 -0.0016 -0.0062
Si 12.2258 6.008 21.4853 -0.0022 -0.0002 -0.0037
Si -2.3584 5.0387 15.363 0.002 -0.0017 0.0025
Si 14.4668 9.4118 12.7556 0.0004 -0.0009 0.0009
Si 4.468 9.5806 19.5657 -0.0038 -0.0145 -0.0175
Si 8.0173 9.1693 10.3835 0.0005 -0.0035 0.0101
Si 5.7116 11.7921 21.4874 0.0067 -0.0091 -0.001
Si -0.5961 0.6297 21.0481 -0.0013 -0.0064 -0.0038
Si 6.0025 2.3314 12.7056 0.0025 0.0024 0.0014
Si 5.8643 6.208 16.0769 0.0034 0.003 0.0041
O 0.8698 -2.6169 11.1979 0.0008 0.0023 0.0002
O 13.3735 12.3803 14.3067 0.0008 -0.0001 0.0018
O 5.5217 2.1222 11.1524 -0.0018 0.0001 -0.0034
O 5.2518 7.5698 22.2658 -0.0106 0.0055 0.0083
O 3.4992 8.7261 20.5549 0.0197 -0.0172 0.0166
O -3.3388 6.2983 21.7215 -0.0051 0.0047 0.0027
O 0.5708 0.6761 19.8971 -0.004 -0.0004 0.0031
O 3.964 4.0839 10.3417 -0.0008 0.0008 -0.0021
O -8.6996 6.071 10.7727 0.0023 -0.0029 -0.0033
O 3.6428 10.343 18.4206 0.0129 -0.0142 0.0208
O 4.145 11.5357 16.0637 -0.0007 0.0008 0.0005
O 7.963 8.8833 18.5976 -0.0015 0.0027 0.0067
O 2.1217 2.6242 19.1668 0 0.0024 0.0001
O 13.9464 9.8621 11.2698 -0.0017 0.0012 -0.0003
O 2.4576 5.8525 15.5189 -0.0007 0.0009 0.0006
O 13.7836 3.3825 16.1518 -0.0008 0.0001 0.0007
O 7.7941 3.9458 20.4459 -0.0006 0.0034 0.0005
O 9.3931 -1.0307 9.868 0.0007 -0.0002 -0.0025
O 9.5283 5.7635 19.7753 -0.0001 0.0006 -0.0004
O 9.6803 8.2518 20.488 -0.0008 0.0007 -0.0015
O -1.5653 6.3269 15.9807 0.0018 0.0012 0.0009
O 4.5736 8.1883 12.5362 -0.0006 0.0012 0.0035
O 4.6956 5.3565 16.8383 0.0021 0.0011 0
O 9.7305 2.1444 21.1816 0.0021 0.0021 -0.0006
O 0.3334 10.3586 14.8388 -0.0001 -0.0006 0.0015
O -1.8647 3.6403 16.0682 -0.001 0.0006 -0.0003
O 0.6702 10.9871 10.8334 -0.0035 0.0013 -0.0014
O 7.1451 -2.0328 20.9787 0.0019 -0.0084 0.0032
O 8.436 7.7191 10.9654 0.0002 0.001 -0.0072
O 4.3036 -0.311 13.5065 0.0001 -0.0009 0.0016
O -3.8265 12.1741 13.13 -0.0015 0.0029 0.0006
O 0.3641 13.5866 15.3111 0 0.0002 0.0022
O 3.8375 4.2607 20.4994 -0.0003 0.0005 0.0038
O 6.6352 7.3676 16.9009 -0.0032 -0.0061 0.017
O 2.8012 6.4595 21.9592 0.0029 0.0116 -0.0011
O 7.0145 6.3286 19.2225 -0.0053 0.0052 -0.0077
O 4.7884 2.1664 21.5298 -0.0101 0.013 0.001
O 7.387 10.0215 11.6182 -0.0001 -0.0038 -0.003
O 6.623 3.7996 12.809 0.0001 0.001 0.0008
O 0.5733 7.8271 15.5129 -0.0007 -0.0012 0.0024
O 1.7018 11.6854 17.4019 -0.0025 0.0022 0.0005
O -0.3839 6.0345 11.1655 -0.0077 0.0021 -0.0001
O -4.483 6.3593 12.6395 0.0039 -0.0036 0.0028
O 1.2855 6.4606 13.1506 -0.0017 0.0012 -0.0014
O -7.0787 5.6971 13.1859 0.0003 0.0008 0.0023
O 8.1651 5.1318 11.0697 0.0015 0.0029 0.0002
O 12.8875 3.9723 13.7013 0.0002 0.0012 0.0019
O 6.979 16.0413 15.6654 -0.0054 0.0048 0.0011
O 2.2625 8.9439 13.6787 0.0021 0 0.0005
O 11.8498 7.0498 20.2827 0.0012 -0.0025 0.0031
O 10.5423 7.5474 17.9919 -0.0012 -0.0005 0.0038
O 2.484 -1.4569 16.222 -0.0008 0.0011 0.0006
O 7.202 1.4125 21.1654 0.0023 0.0009 -0.0012
O 5.2762 10.7717 20.3155 -0.0006 -0.0039 -0.0043
O 13.4649 15.9812 18.2289 -0.0009 -0.0005 0.0027
O 5.3649 8.4323 18.8729 0.0117 0.0159 -0.0045
O -1.6123 9.0995 16.1298 -0.0012 0.0005 -0.0003
O 12.25 4.5806 20.6924 -0.0015 0.0044 0.0033
O -1.5529 11.8594 15.9911 0 -0.0007 -0.0002
O 4.8878 13.1381 13.8939 0.0004 0.0004 0.0017
O 8.6926 5.1243 13.7201 -0.0045 -0.0007 -0.0038
O 9.2753 0.9556 11.6586 0.0035 0.0008 -0.0032
O 10.6347 13.2698 17.8897 0.0007 -0.0009 0.0007
O 5.2511 7.091 14.8627 0.0032 -0.0004 0.0054
O 8.8193 -0.5913 13.851 -0.0006 -0.0002 0.0011
O -1.8285 10.7098 20.385 -0.0029 -0.0069 0.0024

Results
free energy: -131182.690 eV
free energy less fixed offsets of O -568.88, Si -635.61 eV per atom: 1.600 eV

The program warned: the cutoff lies below the one the program advises for these potential files; the forces do not sum to zero within the program's tolerance; the exchange-correlation potential is rough where the density is thin.
